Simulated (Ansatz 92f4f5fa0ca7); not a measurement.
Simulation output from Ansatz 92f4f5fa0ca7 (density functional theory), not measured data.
Periodic cell of 184 atoms, Si120O64, from a study of silicon, its oxide and their interface. The atomic structure is a simulated model.

Settings: functional r2SCAN; potential files Ansatz PAW; basis plane waves; wave-function cutoff 800 eV; density cutoff ratio 5; exchange-correlation grid ratio 1; k mesh 1 x 1 x 1, shifted by 0.5 0.5 0 of a step; self-consistency stop 1e-10 eV per atom in the density residual; occupations fixed; spin none; net charge 0.

Cell vectors (angstrom)
a  10.887  0  0
b  0  10.887  0
c  0  0  27.4457

Atoms and the computed forces on them: element, x, y, z (angstrom), force x, y, z (eV/angstrom)
Si  -2.7472  0.0179  2.8875  -0.0018  -0.001  0.0021
Si  8.1471  2.8614  -0.0585  0.0119  -0.0084  -0.0752
Si  -9.3726  1.4756  1.4834  -0.0009  0.0001  0.0007
Si  12.8622  2.9997  -1.9706  0.0212  0.0048  -0.1832
Si  9.666  0.0976  -4.2239  -0.0272  -0.0186  -0.2427
Si  15.0545  4.2031  1.2549  -0.0071  -0.0019  0.0018
Si  2.876  5.6457  2.6622  -0.0032  -0.0011  -0.0003
Si  10.7134  6.7591  -1.9684  0.001  -0.0249  -0.1788
Si  2.1921  3.3971  0.2935  0.0042  -0.0073  0.0038
Si  8.2653  5.4152  2.8035  -0.0015  0.0026  -0.0026
Si  1.6733  -0.2901  -5.2648  0.0015  -0.0068  -0.224
Si  3.8321  9.5065  -0.9609  0.0357  0.0163  -0.1193
Si  5.3653  2.7332  2.7198  -0.0033  0.0021  0.0011
Si  7.0515  6.7047  1.2836  0.0015  0.0016  0.0067
Si  -0.2623  6.9999  -9.0935  -0.0356  0.0134  -0.1793
Si  20.4415  3.9602  1.5194  -0.0008  -0.0012  0.0014
Si  0.0425  2.6637  2.8708  0.0019  0  0.0004
Si  2.9415  0.0572  2.6792  0.0014  0.0021  0.0024
Si  -0.0702  8.2139  2.7624  -0.002  -0.0059  0.0034
Si  1.403  7.0417  1.3757  0.0012  0.0016  -0.0015
Si  1.5897  -2.0695  -0.4167  -0.0186  -0.0234  -0.0466
Si  10.3253  1.2293  -1.5257  -0.015  -0.0238  -0.1631
Si  5.6374  8.225  2.5502  0.0028  -0.0022  0.0005
Si  -1.3199  9.7478  1.4528  -0.0001  -0.0048  -0.0301
Si  1.4479  4.1776  4.0403  0.0017  0  -0.0011
Si  4.1106  1.4005  4.1929  -0.0013  -0.0017  0.0007
Si  1.4252  9.5847  3.9819  0.0001  0.001  -0.0015
Si  4.2215  6.9438  4.0095  0.0003  0.0037  0.0003
Si  6.8064  4.0698  4.0533  0.0014  0  -0.0007
Si  9.5306  1.3651  4.1906  0.0013  -0.0005  -0.0011
Si  6.862  9.4585  4.1692  -0.0028  -0.0006  0
Si  9.5621  6.8039  4.173  0.0002  0.0003  0.0013
Si  0.0481  -0.0142  5.4279  -0.0005  0.0005  0.0012
Si  2.7197  2.7766  5.4815  0.0003  -0.0006  0.0015
Si  0.0617  5.447  5.482  -0.0002  0  0.0002
Si  2.7609  8.2152  5.3648  0.0004  0  0.0004
Si  5.4806  -0.0145  5.4926  -0.0008  -0.0008  -0.0001
Si  8.1494  2.7338  5.4619  -0.0002  -0.0002  0.0005
Si  5.4697  5.4802  5.3809  0.0008  0.0006  0.001
Si  8.1863  8.1209  5.5472  -0.0011  -0.0002  0.0004
Si  1.3345  1.3711  6.8034  -0.0004  0.0002  0.001
Si  4.1157  4.1522  6.7838  -0.0011  -0.0002  0.0011
Si  1.428  6.8487  6.785  -0.0004  -0.0004  0.0011
Si  4.0497  9.5297  6.8061  0.0003  -0.0004  0.0014
Si  6.8382  1.3649  6.8381  -0.0009  -0.0005  0.0014
Si  9.5235  4.0618  6.8039  0.0001  0.0004  0.0008
Si  6.7767  6.7592  6.8414  0.0002  0.0001  0.0012
Si  9.5815  9.5275  6.8092  0.0003  -0.0005  0.0007
Si  -0.043  2.6818  8.1803  0.0005  0.0005  0.0013
Si  2.6646  -0.0202  8.1563  -0.0001  -0.0001  0.001
Si  0.037  8.1753  8.1611  -0.0002  0.0001  0.0013
Si  2.7539  5.4841  8.1732  0.0001  -0.0002  0.0011
Si  5.4503  2.7615  8.1365  0.0003  0.0001  0.0008
Si  8.2047  -0.0154  8.1714  -0.0004  0.0002  0.0014
Si  5.3641  8.1179  8.1628  -0.0004  0  0.0013
Si  8.1306  5.375  8.1638  0  -0.0005  0.0007
Si  1.3515  4.0842  9.4378  -0.0002  -0.0006  0.0001
Si  4.0337  1.3925  9.3924  -0.0001  -0.0009  0.0002
Si  1.3391  9.5136  9.6086  -0.0004  0.0002  0.0001
Si  4.0358  6.8143  9.6512  -0.0002  0.0001  0.0005
Si  6.7696  4.0652  9.6005  -0.0002  0.0002  0.0011
Si  9.5256  1.313  9.6079  0.0006  -0.0003  0.0005
Si  6.7615  9.4921  9.4156  -0.0003  0.0005  0.0001
Si  9.5164  6.7666  9.4018  0.0001  0.0012  -0.0003
Si  -0.0228  -0.0597  11.027  0.0024  -0.0021  -0.0018
Si  2.6703  2.6891  10.7761  0.003  -0.0007  0.0001
Si  -0.0141  5.4445  10.7559  -0.001  0.0039  0.0001
Si  2.6459  8.1689  11.0608  -0.0011  0.0004  -0.001
Si  5.3713  0.0098  10.6766  -0.0011  0.0016  0.0004
Si  8.1336  2.6713  10.9375  -0.0019  0.0004  0.0001
Si  5.3758  5.406  11.0124  0.0004  -0.0003  -0.0012
Si  8.0716  8.0425  10.7028  0.0012  -0.0007  0.0007
Si  1.4067  1.3955  12.3025  -0.0071  -0.0045  0.0038
Si  3.9542  3.9689  12.2676  -0.0014  0.0054  0.0041
Si  5.8284  8.6804  13.3982  0.0009  0.0054  0.001
Si  4.0766  9.6812  12.21  -0.0033  -0.0047  0.0034
Si  6.675  1.2641  12.1451  0.002  0.003  0.0015
Si  9.5598  4.1019  12.141  -0.0039  -0.0036  0.0053
Si  8.534  5.7325  13.5037  0.002  -0.0021  -0.0008
Si  10.1793  7.5162  13.4693  0.0011  -0.0033  0.0032
Si  0.3947  3.1702  13.4575  0.0025  0.0018  0.0044
Si  3.2253  0.5683  13.591  0.001  0.0046  0
Si  -1.5031  9.3058  12.1217  -0.0004  0.0042  0.0027
Si  1.2214  6.6948  12.3536  0.0072  -0.0011  0.0026
Si  4.8134  2.3027  21.8694  0.0115  0.0235  -0.2017
Si  7.5492  -0.6279  13.1918  -0.002  -0.0029  0.0061
Si  13.5301  6.1707  18.9096  -0.0149  0.0027  -0.2448
Si  6.7891  6.8041  12.2872  -0.006  -0.0046  0.0012
Si  4.8515  8.3862  15.5223  -0.0036  0.013  -0.1296
Si  5.3792  -10.7776  20.0336  0.0404  0.0011  -0.235
Si  3.7787  5.5486  16.0069  0.0182  -0.0356  -0.1931
Si  3.5775  8.6022  20.6327  0.0023  -0.0108  -0.2015
Si  5.0132  2.2495  13.5007  0.0049  -0.0004  0.0022
Si  7.0636  4.3681  21.1234  0.0108  0.0131  -0.2209
Si  2.1309  4.8492  13.5391  -0.0122  -0.0079  -0.0494
Si  7.9204  5.5226  18.4047  0.0229  0.0177  -0.2574
Si  20.8462  -30.0342  15.3386  -0.0299  0.0362  -0.1046
Si  5.9515  -5.7571  27.3812  -0.0045  0.0127  -0.0822
Si  -4.4552  0.962  29.0235  0.009  0.0033  -0.0206
Si  8.1829  -6.589  15.4242  -0.0034  -0.0289  -0.1037
Si  -37.5771  11.7132  17.0751  0.002  0.0387  -0.2173
Si  42.1941  20.5226  18.9507  0.0134  -0.0204  -0.2239
Si  -3.1336  -1.1982  21.4724  0.0037  0.0246  -0.2175
Si  -4.8774  18.1116  22.1337  0.0043  -0.0021  -0.2383
Si  -20.6038  13.1751  20.3333  0.0077  -0.0101  -0.1886
Si  0.5891  0.9848  17.6089  -0.0148  -0.0098  -0.2541
Si  20.6012  24.7834  22.0285  -0.0233  0.0117  -0.1947
Si  11.7013  15.7875  23.4344  0.0009  -0.0377  -0.243
Si  -4.9112  3.3018  15.439  0.0192  0.0036  -0.1001
Si  -7.1219  33.5092  24.2599  0.005  0.0131  -0.2439
Si  8.3891  10.8182  15.2131  0.0086  0.0057  -0.1154
Si  0.3237  -0.0665  27.6719  -0.0063  0.0008  0.0009
Si  -8.4185  14.9739  21.1004  0.0241  0.0085  -0.1674
Si  18.1489  8.1089  17.2897  -0.0253  0.0023  -0.1813
Si  3.1158  -10.9986  15.8826  0.0181  -0.0095  -0.1426
Si  0.4727  -16.7099  27.8918  -0.009  0.0105  -0.0477
Si  -12.1075  29.9394  15.6394  -0.0035  0.0139  -0.1538
Si  8.1346  7.8253  26.9252  -0.0049  0.0038  -0.1122
Si  4.724  10.06  28.7172  0.0004  0.0007  -0.002
Si  16.5481  7.3514  25.3248  0.0169  0.0004  -0.2276
O  -5.3488  -5.0234  -1.4798  0.0078  -0.0422  0.1002
O  1.0497  -15.6387  -8.797  0.0422  -0.0137  0.0731
O  10.7402  12.9774  -10.7767  0.0511  -0.0611  0.1393
O  6.3696  -5.1724  -5.7646  -0.0201  0.0432  0.0846
O  6.0853  0.4944  -8.8092  -0.0262  -0.0318  0.1969
O  23.6192  -6.5645  -2.91  0.0292  -0.0463  0.1347
O  9.7445  -21.5748  -2.6272  0.0335  0.0367  0.1728
O  -2.7855  -3.181  -11.5067  -0.0287  0.0053  0.1003
O  5.8103  -24.0057  -10.6224  0.0402  -0.0069  0.1002
O  10.3632  43.5222  -9.1814  -0.0247  -0.0267  0.0939
O  12.4784  11.8622  -6.2605  0.0084  -0.0604  0.1038
O  -1.5707  1.5522  -4.855  0.0076  -0.0382  0.0892
O  14.3217  9.1681  -11.6401  -0.0083  -0.0067  0.0585
O  12.5208  5.1313  -5.4007  -0.0481  0.0318  0.145
O  20.069  13.2467  -1.2135  -0.0209  0.0208  0.0742
O  -1.8164  23.1232  -12.6011  0.0087  -0.0074  0.0438
O  6.2093  2.3893  16.7771  -0.0049  -0.0494  0.0998
O  -4.3677  10.6704  21.1251  0.0293  -0.0173  0.0924
O  27.9426  -18.6849  21.5108  -0.0193  -0.0188  0.0656
O  -3.6989  8.1715  21.5242  -0.0188  -0.0228  0.078
O  -10.204  2.0332  25.2407  -0.0038  -0.0061  0.0901
O  24.1429  20.2029  21.4527  -0.038  0.0428  0.0974
O  6.951  -14.9616  18.204  0.0014  -0.0286  0.0876
O  21.4601  -2.4828  19.1519  0.0027  0.0233  0.0759
O  13.8754  -25.0425  19.5039  0.0248  0.0497  0.1067
O  -10.7897  16.3056  26.3309  0.0114  -0.0257  0.1008
O  32.2879  13.6239  20.6354  -0.0346  0.0129  0.1012
O  -2.4741  20.9058  22.8962  0.04  0.0233  0.1138
O  18.1763  37.209  19.5168  -0.0354  -0.0454  0.1767
O  -1.6893  7.193  25.855  -0.0258  0.0103  0.0717
O  29.8569  -6.0775  16.9764  -0.0107  0.0597  0.1901
O  3.2767  -8.6834  24.9563  -0.0412  0.0458  0.1077
O  -24.4342  -12.647  18.1032  0.0475  0.0358  0.1113
O  -14.5818  10.9653  16.3044  -0.0471  0.0099  0.1026
O  -12.3881  -4.814  18.8132  0.0084  -0.0059  0.0752
O  4.8644  15.2608  15.9454  -0.0309  0.0359  0.0579
O  15.3497  11.3909  16.5672  0.042  0.0067  0.0849
O  12.1885  12.7321  18.7733  0.0283  0.0659  0.1861
O  -17.2708  12.2318  20.5911  -0.0154  0.0427  0.108
O  11.0394  -0.573  22.6547  -0.0278  0.0062  0.0847
O  33.4842  -13.7745  25.8003  0.033  0.0397  0.0798
O  -12.8475  -0.8862  20.39  -0.0545  0.0084  0.1583
O  -3.6437  -9.3494  27.7025  -0.0173  -0.0123  0.04
O  26.0039  10.7272  25.4405  -0.0058  -0.0683  0.132
O  15.1982  -13.6261  25.7051  -0.037  0.0311  0.0781
O  -6.4038  -4.058  15.3358  -0.0189  -0.0224  0.0647
O  -7.2494  -18.3704  22.0024  0.0217  -0.0144  0.077
O  2.4757  5.1491  15.1284  0.0357  0.0228  0.0963
O  -13.2757  14.9165  21.7664  0.0421  -0.0233  0.0802
O  2.5821  0.0929  23.4555  0.0557  0.0278  0.137
O  -2.1513  9.1644  27.5886  0.0158  0.0171  0.0501
O  3.1017  4.9903  19.9069  -0.0102  -0.0689  0.1251
O  -11.2019  18.3159  16.7712  0.0278  -0.0343  0.1517
O  -6.3131  29.5183  21.579  0.0435  -0.0264  0.0942
O  21.867  6.2703  23.9416  -0.0212  0.0464  0.1223
O  26.6741  1.3558  23.1935  -0.0347  -0.0444  0.1429
O  7.0711  4.004  26.9242  -0.0015  0.0035  0.0385
O  9.5895  -1.0769  15.7334  0.0144  -0.0093  0.0725
O  -4.0286  19.0946  25.9958  0.0344  -0.0023  0.0854
O  -7.5037  -15.8693  17.5098  -0.0437  0.0243  0.1715
O  -4.9754  7.2631  23.7381  -0.0169  0.005  0.2206
O  4.4198  20.6101  19.8217  -0.0197  -0.0177  0.0828
O  -0.2632  -7.1454  23.1303  0.0394  0.0382  0.104
O  12.6485  -10.6821  16.7492  -0.0628  0.0227  0.1124

Results
free energy: -113256.728 eV
free energy less fixed offsets of O -570.45, Si -639.56 eV per atom: -0.728 eV

The program warned: the cutoff lies below the one the program advises for these potential files; the forces do not sum to zero within the program's tolerance; empty levels may hold ghost states of the PAW files; the exchange-correlation potential is rough where the density is thin.
